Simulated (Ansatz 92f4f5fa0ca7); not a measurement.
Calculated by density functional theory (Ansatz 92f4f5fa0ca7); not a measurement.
Periodic cell of 252 atoms, Si144O100N8, from a study of silicon, its oxide and their interface. The atomic structure is a simulated model.
This geometry differs little from another in the collection (a relaxation step or a small displacement).

Settings: functional r2SCAN; potential files Ansatz PAW; basis plane waves; wave-function cutoff 800 eV; density cutoff ratio 5; exchange-correlation grid ratio 1; k mesh 1 x 1 x 1, shifted by 0.5 0.5 0 of a step; self-consistency stop 1e-10 eV per atom in the density residual; occupations fixed; spin none; net charge 0.

Cell vectors (angstrom)
a, 10.887, 0, 0
b, 0, 10.887, 0
c, 0, 0, 35.1919

Atoms and the computed forces on them: element, x, y, z (angstrom), force x, y, z (eV/angstrom)
Si, -0.5794, 0.4655, 0.0497, 0.0003, -0.0006, 0.0014
Si, 2.2697, 2.8618, 0.2749, -0.0005, -0.0001, 0.0049
Si, 0.137, 5.1861, 0.1677, 0.0021, -0.0016, 0.0028
Si, 2.8008, 7.9409, -0.5923, -0.0007, -0.0001, 0.0013
Si, 5.6953, -0.2056, -0.1825, 0.0017, -0.002, 0.0053
Si, 8.1657, 2.6754, 0.4619, -0.0005, -0.0017, 0.0015
Si, 5.944, 4.843, 0.2469, -0.0009, -0.0009, 0.0008
Si, 7.7946, 8.3883, 0.2462, -0.0013, 0.0012, 0.0024
Si, 1.1201, 1.3129, 1.4995, 0.0004, -0.0015, 0.0002
Si, 4.0804, 3.9343, 1.4036, -0.0004, -0.0001, -0.0011
Si, 1.4307, 6.8421, 1.1538, 0.0005, 0.0009, -0.0013
Si, 4.0532, 9.3973, 0.9885, -0.0014, -0.001, -0.001
Si, 6.6927, 1.2314, 1.4695, -0.0006, 0.0015, -0.0027
Si, 9.5406, 4.1092, 1.6244, -0.0004, 0.0008, -0.0005
Si, 6.764, 6.6971, 1.495, 0.0011, -0.0012, -0.0007
Si, 9.4005, 9.6174, 1.3974, 0.0016, -0.0006, -0.0019
Si, -0.0419, 2.7136, 2.9489, 0.0005, -0.0009, 0.0011
Si, 2.6798, -0.133, 2.5362, 0.0002, -0.001, 0.0005
Si, 0.0148, 8.186, 2.5753, 0.0002, 0.0006, -0.0002
Si, 2.7516, 5.4767, 2.6425, 0.0005, 0.0006, 0.0009
Si, 5.3648, 2.6036, 2.8186, 0.0001, 0.001, 0.0019
Si, 8.0888, -0.0238, 2.8624, 0.0005, -0.0007, -0.0002
Si, 5.3211, 8.1375, 2.6515, -0.0008, 0, 0.0008
Si, 8.1704, 5.4773, 2.8936, -0.001, 0.0008, 0.0003
Si, 1.4125, 4.1209, 4.0957, -0.0004, 0.0001, -0.0007
Si, 3.9948, 1.223, 4.0618, 0.0006, 0, 0.0007
Si, 1.3479, 9.4892, 4.006, 0.0004, -0.0009, 0.001
Si, 4.0329, 6.8101, 4.0826, -0.0002, 0.0004, 0.0001
Si, 6.7605, 4.04, 4.1217, 0.0006, 0.0003, 0.0007
Si, 9.4476, 1.3484, 4.2087, 0.0005, 0.0012, 0.0007
Si, 6.722, 9.4492, 4.09, 0.0002, -0.0006, -0.0008
Si, 9.5986, 6.8557, 4.0898, -0.0002, -0.0001, -0.0008
Si, 0.0098, -0.0287, 5.4261, 0.0007, -0.0006, 0.0005
Si, 2.7323, 2.696, 5.423, 0.0017, -0.0005, 0.0004
Si, 0.0382, 5.4659, 5.4567, 0, 0.001, 0.001
Si, 2.6759, 8.1594, 5.4328, 0.0001, 0.0004, 0
Si, 5.3989, -0.0534, 5.4571, -0.0007, 0.0002, 0.001
Si, 8.115, 2.7253, 5.5243, -0.0002, 0.0002, 0.0016
Si, 5.421, 5.4474, 5.4385, 0.0007, 0.0001, 0.0008
Si, 8.174, 8.1653, 5.4305, 0.0011, 0, 0.0008
Si, 1.3527, 1.3635, 6.7787, 0.0008, 0.0001, 0.0005
Si, 4.0915, 4.0608, 6.7999, 0.0006, 0.0002, 0.0006
Si, 1.3738, 6.8099, 6.8349, 0.0005, -0.0003, -0.0002
Si, 4.0443, 9.4979, 6.8089, -0.0001, -0.0003, 0.0011
Si, 6.7602, 1.339, 6.8307, 0.0003, -0.0003, 0.0008
Si, 9.5405, 4.0944, 6.8015, 0.0007, -0.0001, 0.0006
Si, 6.8347, 6.7862, 6.7808, -0.0002, 0.0002, 0.0003
Si, 9.5232, 9.5313, 6.7977, 0.0005, -0.0004, 0.0005
Si, 0.0188, 2.7287, 8.1516, 0.0006, 0.0002, 0.0003
Si, 2.7245, 0.0311, 8.1473, 0.0012, -0.0003, -0.0003
Si, -0.005, 8.1745, 8.1558, 0.0011, 0.0004, -0.0006
Si, 2.7528, 5.4393, 8.1691, 0.0003, 0.0007, -0.0001
Si, 5.4495, 2.7333, 8.1904, 0.0015, 0.0002, 0.0007
Si, 8.1871, 0.0231, 8.1664, 0.0008, 0.0006, -0.0001
Si, 5.4645, 8.1577, 8.1196, 0.0005, 0.0007, 0.001
Si, 8.1897, 5.4426, 8.1595, 0.0007, 0.0004, 0.0005
Si, 1.385, 4.08, 9.5184, 0.0006, 0.0006, 0.0007
Si, 4.0808, 1.3844, 9.5365, 0.001, 0.0001, 0.0008
Si, 1.3548, 9.5636, 9.48, 0.0005, -0.0006, -0.0008
Si, 4.1681, 6.7823, 9.5085, 0.0012, 0.0002, 0.0017
Si, 6.8399, 4.0937, 9.534, -0.0004, 0.0004, 0.0006
Si, 9.5507, 1.3984, 9.5381, 0.0005, -0.0004, 0.001
Si, 6.7986, 9.5458, 9.4763, 0.0012, -0.0006, -0.0005
Si, 9.5555, 6.7929, 9.5118, 0, 0.0005, 0.0014
Si, 0.0343, 0.0309, 10.8866, -0.0001, -0.0006, -0.0005
Si, 2.7585, 2.7688, 10.9106, 0.0003, -0.0002, 0.0013
Si, 0.0425, 5.4411, 10.8852, -0.0001, 0.0009, -0.0004
Si, 2.7896, 8.2152, 10.7455, 0.0002, 0.0004, -0.0003
Si, 5.4879, 0.0481, 10.8697, -0.0004, -0.0004, -0.0012
Si, 8.2132, 2.7798, 10.913, -0.0008, 0.0005, 0.0018
Si, 5.5197, 5.4431, 10.9411, 0.0003, 0.0004, 0.0009
Si, 8.1393, 8.1482, 10.7874, -0.0004, -0.0005, -0.0018
Si, 1.4133, 1.4075, 12.2587, -0.0003, 0.0001, 0.0022
Si, 4.1546, 4.0951, 12.3154, 0.0012, -0.0004, 0.0018
Si, 1.515, 6.8284, 12.0888, -0.0004, -0.0007, -0.0022
Si, 4.1136, 9.5398, 12.1561, 0.0002, 0.0009, 0.0004
Si, 6.8342, 1.4329, 12.2546, -0.0001, 0.0007, 0.0003
Si, 9.5472, 4.1502, 12.3166, 0.0016, 0.0013, 0.0014
Si, 6.8912, 6.8422, 12.2826, 0.0015, -0.0005, -0.0011
Si, 9.4704, 9.5063, 12.0966, -0.0001, 0.0003, -0.0017
Si, 0.0359, 2.7641, 13.6323, -0.0004, -0.0001, 0.0002
Si, 2.8961, 0.0764, 13.5642, 0.0023, 0.0006, -0.0008
Si, 0.0614, 8.1616, 13.2858, -0.0006, 0.0005, -0.0032
Si, 2.8551, 5.5902, 13.5979, 0, 0.001, -0.0024
Si, 5.5452, 2.7807, 13.7481, 0.0018, -0.0002, -0.0013
Si, 8.156, -0.0333, 13.5125, 0.0008, -0.0004, -0.0012
Si, 5.4426, 8.1994, 13.5404, 0.0013, -0.0005, -0.0005
Si, 8.2573, 5.568, 13.7688, 0.002, 0, -0.0021
Si, 1.3298, 4.3412, 14.7957, 0.0003, 0.0006, 0.0062
Si, 4.4215, 1.156, 15.0627, -0.0006, 0.0006, 0.009
Si, 1.1838, 9.7699, 14.5147, 0.0005, -0.0011, 0.0058
Si, 4.4318, 6.711, 15.0635, 0.0008, 0.0032, 0.0089
Si, 6.6674, 4.4189, 15.0939, 0.0003, -0.0013, 0.0069
Si, 9.7526, 1.0709, 14.784, -0.004, 0.0021, 0.0078
Si, 6.5655, 9.7381, 14.8558, 0.0012, -0.0021, 0.0091
Si, 10.0894, 6.6404, 14.869, 0.0042, 0.0015, 0.0094
Si, 0.4375, -3.6675, 20.8597, -0.0001, -0.0006, -0.0002
Si, -3.6429, 19.7116, 17.6857, 0.0036, -0.0021, 0.0126
Si, 10.4974, -5.3474, 22.9329, 0.0007, 0.0009, -0.0051
Si, 0.5772, 11.6888, 23.7731, 0.0001, -0.0028, -0.0068
Si, 0.1889, -2.3011, 16.8891, 0.002, 0.0025, 0.0112
Si, 4.5132, 4.7716, 19.0813, 0.0004, -0.0003, 0.006
Si, -3.8434, 16.7786, 26.9317, -0.0006, 0.0005, -0.0058
Si, 7.5814, 11.7789, 26.9804, 0.0003, 0.0018, -0.0086
Si, 1.3964, 2.201, 28.7899, 0.0008, 0.0002, -0.005
Si, 7.4487, 4.0237, 18.0885, 0.0025, 0.0005, 0.0034
Si, -6.8733, 4.1326, 28.6432, -0.0003, 0.0002, -0.0043
Si, 11.5895, -9.5558, 18.9682, 0, -0.0009, 0.0025
Si, -3.7481, 7.3196, 21.5918, 0.0011, -0.0002, -0.0036
Si, -2.0614, -4.3783, 19.2059, 0.001, 0.0015, 0.0007
Si, 24.0427, -4.4567, 22.7648, -0.0007, 0.0016, -0.0061
Si, -9.0857, -1.6501, 19.2372, -0.0003, 0.0004, 0.0043
Si, -6.3582, 11.19, 22.7217, -0.0008, -0.0011, -0.0049
Si, -0.055, -8.0783, 21.4556, -0.0017, 0.0016, -0.0067
Si, 6.0551, 2.8494, 23.4169, -0.0004, 0.0019, -0.0067
Si, 15.1804, 7.7586, 18.0492, -0.0004, 0.0012, 0.0077
Si, -3.5303, -11.4004, 21.7346, 0.0008, 0.0004, -0.0064
Si, 2.6447, 2.7398, 32.6485, -0.0025, -0.0021, 0.0035
Si, -5.8675, -5.5026, 21.9999, -0.0007, -0.0004, -0.0041
Si, 8.4034, 0.8851, 24.2006, -0.0005, -0.0002, -0.0062
Si, -1.7058, 11.0419, 17.5437, 0.0042, -0.0001, 0.0079
Si, 2.759, -8.0442, 17.1845, -0.0008, -0.0009, 0.0113
Si, -7.716, 0.4333, 25.4299, -0.0007, 0, -0.0082
Si, 7.9565, 23.5408, 30.8722, 0.0002, 0.001, -0.003
Si, 12.8352, -1.4761, 22.2585, -0.0001, -0.0007, -0.0042
Si, 12.661, 10.3133, 30.2252, 0.0012, 0.0004, -0.0015
Si, 7.505, 5.5032, 23.7988, 0.0015, 0.0017, -0.0085
Si, 8.366, 10.1397, 29.3636, -0.0007, -0.0018, -0.0038
Si, 10.691, 3.0262, 31.1312, -0.0014, -0.0001, -0.0037
Si, 8.914, 5.4461, 30.9076, 0.0027, -0.0023, -0.003
Si, 10.8874, 9.5145, 28.0904, -0.0024, 0.0007, -0.0065
Si, -2.2684, 12.5435, 19.8645, 0.0012, 0.0001, -0.0014
Si, 5.2457, 11.9903, 32.0288, -0.001, -0.0019, 0.0023
Si, 6.0449, 3.9336, 31.052, 0.0002, 0.0007, -0.0028
Si, 2.997, 9.4174, 27.7519, -0.0038, 0.0006, -0.0086
Si, 20.5209, 7.0405, 33.2999, -0.0005, 0.0017, 0.0034
Si, 0.6741, 9.5577, 32.9963, 0.0001, -0.0018, 0.0046
Si, -6.3686, 17.947, 28.5286, -0.0002, 0.0001, -0.005
Si, -5.8865, 24.3604, 26.3617, -0.0023, -0.0031, -0.0088
Si, 6.7931, 3.2126, 28.4548, -0.0007, 0, -0.0065
Si, 15.0394, 5.4545, 33.0037, 0.001, 0.0023, 0.0048
Si, 10.4577, 1.0059, 26.4843, -0.0025, -0.0014, -0.0073
Si, 4.5228, 20.5438, 30.0688, -0.0008, -0.0005, -0.0032
Si, 30.7203, 7.3888, 28.5581, -0.0006, -0.0003, -0.0048
O, -3.7749, 3.7673, 34.939, 0.0008, -0.0005, -0.0014
O, -1.6773, 1.6493, 34.8318, -0.001, 0.0008, -0.0028
O, -3.3807, 4.6592, 31.0086, -0.0007, -0.0001, 0.0017
O, 15.1571, 0.0704, 24.3029, -0.0012, 0.0005, 0.0041
O, 1.1931, 4.001, 34.9709, -0.0004, 0.0002, -0.0002
O, -1.4883, 2.1178, 31.5475, -0.0002, 0.0026, -0.0007
O, 14.0001, 20.5451, 30.8623, -0.0024, -0.0002, 0.0008
O, 3.3976, 6.8637, 33.4448, 0.0014, -0.0047, -0.0039
O, 5.3703, 0.4962, 33.5499, -0.0013, 0.0022, -0.007
O, 19.7873, 6.6684, 31.934, 0, -0.0001, 0.0005
O, 20.8457, -0.5124, 29.1245, -0.0008, -0.001, 0.0012
O, 10.6778, 8.2206, 33.021, -0.0008, 0, -0.0023
O, -2.6878, 6.9803, 27.1941, -0.0001, 0.0017, 0.0042
O, 5.347, 5.4152, 34.0638, -0.0043, -0.0001, -0.0065
O, 10.8887, 10.7589, 33.84, 0.0003, -0.0025, -0.0019
O, 6.7848, 9.4797, 34.7326, -0.0013, -0.0004, -0.0013
O, 2.2024, 3.8871, 16.0914, -0.0029, 0.0042, -0.0096
O, 0.1667, 5.3822, 15.2634, 0.0001, -0.0016, -0.0042
O, 10.107, -3.4541, 16.3075, 0.002, -0.0034, -0.0096
O, 5.5197, -0.0139, 15.4808, 0.0003, 0.0012, -0.0034
O, 1.4335, 8.9539, 15.9137, 0.0028, 0.0023, -0.0109
O, 7.1905, 8.7938, 16.0562, -0.0022, 0.0032, -0.0062
O, 8.1702, -2.3602, 29.4541, -0.0014, -0.0011, 0.0043
O, 16.2537, -0.1646, 30.9632, 0.0003, -0.0004, -0.0012
O, -18.3033, 7.8816, 27.6122, -0.0025, -0.0002, 0.0041
O, 7.6379, 11.4267, 20.5361, 0.0002, 0, 0.0038
O, 9.0794, 1.1888, 16.2856, 0.0033, 0.0012, -0.011
N, 5.4529, 3.6359, 29.4611, -0.0013, -0.0022, 0.0022
O, 3.7638, 12.6744, 16.435, 0.0028, -0.0018, -0.008
O, 1.4395, 12.9496, 17.7175, 0.0016, 0.0013, -0.0015
O, -0.7458, -1.0329, 17.1137, 0.0001, 0.0007, -0.0085
O, 8.29, -3.1177, 18.3311, -0.0004, -0.0005, -0.0038
O, 11.7926, 8.2881, 18.2798, -0.0011, -0.0001, -0.0044
O, -7.5683, 8.8359, 18.7909, 0.0018, -0.0014, -0.0023
O, 16.471, -4.0509, 21.4799, 0.0002, 0.0003, 0.0005
O, 0.7538, 10.0936, 31.4657, -0.0011, 0.0004, -0.0009
O, 0.1527, 10.9699, 14.9133, 0.0044, -0.001, 0.0028
O, 0.8563, 13.2924, 20.1776, -0.0004, -0.0006, 0.0005
O, -2.9335, -4.5071, 20.5617, -0.0001, 0.0019, 0.0013
O, 4.0163, -3.3835, 16.4495, 0.0026, -0.0029, -0.0085
O, 5.8166, -11.3981, 22.2196, -0.0013, 0.0015, 0.002
O, 11.6954, -0.6649, 23.1018, -0.0005, 0.0043, 0.0034
O, 3.696, 5.6799, 22.9268, 0.0014, 0.0002, 0.0026
O, -3.5687, 3.807, 16.4764, -0.0013, 0.0022, -0.0111
O, 5.5094, 5.5309, 15.5051, 0.0004, -0.0001, -0.0004
O, 5.7235, 6.5809, 27.5677, -0.0009, -0.0005, 0.0018
O, 2.7938, 10.0033, 26.2718, 0.0011, -0.0016, 0.005
O, 4.5082, 4.5505, 20.6952, 0.0006, 0.0018, 0.0004
O, 15.0612, -0.6641, 28.5701, -0.0001, -0.001, 0.0036
O, -1.5882, -8.4662, 21.108, 0.0004, 0.0002, 0.0018
O, -11.4404, -3.9047, 22.1565, 0.0004, 0.0001, 0.002
O, -7.6915, -0.3883, 22.0112, 0.0018, 0.0019, 0.0025
N, -15.482, 4.5156, 22.8923, -0.0011, -0.0003, 0.0004
O, 7.5483, 13.0799, 23.6478, -0.0001, -0.0003, 0.0021
O, 21.6631, 4.3559, 21.8528, -0.0003, 0.0001, 0.0009
O, 16.6644, -2.4717, 18.2404, 0.0006, 0.0006, -0.0035
O, 15.8684, -2.7976, 29.763, -0.0004, -0.0003, 0.0014
N, -11.8964, -9.8972, 18.8707, -0.0013, -0.0004, -0.0042
O, 11.6961, 12.6423, 27.3079, -0.0001, -0.0005, 0.0034
O, 7.3913, 4.5309, 27.7307, -0.0013, -0.0011, 0.0038
O, 1.5525, -0.0534, 19.1045, 0.0002, 0.0018, -0.0024
O, -0.5335, 5.7598, 33.9812, -0.002, 0.002, -0.0054
O, 6.0323, -6.3013, 18.5841, 0.0004, -0.0001, -0.0011
O, 9.0762, 12.4221, 27.1435, -0.0001, -0.0006, 0.0033
O, 1.7422, 17.1624, 21.2082, 0.0004, 0.0001, -0.0015
O, 14.4353, 3.6798, 18.3405, -0.0011, -0.001, -0.004
O, 8.3693, 10.7074, 22.9695, 0.0007, 0.002, 0.0052
O, 1.0693, 5.7537, 23.6899, 0.0002, 0.0003, 0.0033
O, 5.0249, 1.8857, 22.5291, -0.0004, 0.0002, 0.0038
O, 7.4782, 10.591, 28.0767, -0.0012, -0.0019, 0.0033
O, -2.9838, 13.385, 29.4071, -0.0001, 0.0005, 0.0045
N, 1.567, -1.3638, 28.7034, -0.0006, -0.0004, 0.0028
O, -6.4228, 3.9402, 27.0826, -0.0018, 0.0009, 0.0052
O, -5.5688, -7.948, 24.8436, -0.001, -0.0004, 0.0058
O, -2.2678, -5.7663, 18.3864, -0.0012, -0.0005, -0.0019
O, -6.7831, 6.3062, 18.7483, 0.0016, 0.0018, -0.0018
O, -14.0136, 10.3556, 17.9862, 0.0004, 0.0006, -0.0037
N, -11.7027, 11.9571, 24.7545, 0.0013, 0.001, 0.0054
O, -3.3482, -2.0445, 21.2304, -0.0006, 0.0009, 0.0013
O, 3.7556, -5.1865, 29.0144, -0.0014, -0.0015, 0.0013
O, 11.4516, 12.8282, 22.6488, 0.0007, -0.0011, 0.0052
O, 12.0515, 13.5957, 31.979, -0.0005, -0.0003, -0.0004
O, 3.022, 4.2995, 32.9446, -0.0017, -0.0018, -0.0004
O, -0.1588, 10.2883, 26.677, -0.0014, -0.0002, 0.0079
O, -3.4092, 17.8728, 23.1407, 0.0004, -0.001, 0.0025
O, 3.8261, 1.9334, 31.847, -0.0007, -0.0004, -0.0001
O, 7.0101, 5.5644, 25.3432, -0.0006, 0.0013, 0.0068
O, 12.7633, 0.978, 29.7571, -0.0007, -0.0006, 0.0019
O, 2.0714, 20.0068, 33.7147, -0.0024, 0.0001, -0.0036
O, 11.0299, 13.7489, 29.5604, -0.0015, -0.0021, 0.0057
O, -3.3604, 22.0919, 25.4595, -0.0002, 0.0003, 0.0051
O, 5.0045, 5.041, 31.6592, -0.0004, -0.0019, 0.0005
N, 6.4743, 2.2892, 31.668, -0.0018, 0.0002, 0.0008
O, 12.7348, 11.9425, 24.7493, 0.0008, 0, 0.0041
N, 12.1133, -2.0919, 20.7935, -0.0002, 0.0012, -0.002
O, -1.7475, 16.9492, 29.4392, -0.0027, -0.0019, 0.0059
O, 13.5298, 14.148, 28.802, -0.0012, 0.0004, 0.0031
O, 7.7606, 2.6469, 18.8962, 0.0021, 0.001, -0.0033
O, -7.0764, 12.3874, 26.4441, 0.0004, -0.0001, 0.0032
O, -0.5388, -2.8857, 28.043, -0.0005, -0.0008, 0.0009
O, 9.1259, 5.1331, 23.7365, -0.0021, 0.0003, 0.0028
O, 8.4605, 7.5635, 34.234, 0.0033, -0.002, -0.003
O, 10.1885, 4.5454, 31.3152, -0.0047, 0.0002, -0.0026
N, -4.4976, 2.0832, 27.229, -0.0014, 0.0009, 0.0041
O, -8.4759, -2.8367, 23.0588, 0, 0.0007, 0.0027
O, 18.8629, 11.0329, 30.652, -0.0001, 0.0032, 0.0021
O, 13.5328, 2.0319, 34.1025, 0.0008, -0.0009, -0.0044
O, 21.2713, 6.7173, 19.6266, 0.0004, -0.0002, -0.0012

Results
free energy: -152234.993 eV
free energy less fixed offsets of N -386.36, O -570.45, Si -639.56 eV per atom: -2.473 eV

The program warned: the cutoff lies below the one the program advises for these potential files; empty levels may hold ghost states of the PAW files; the exchange-correlation potential is rough where the density is thin.
